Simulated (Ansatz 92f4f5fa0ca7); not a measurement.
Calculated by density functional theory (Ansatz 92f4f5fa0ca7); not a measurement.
Periodic cell of 351 atoms, Si241O110, from a study of silicon, its oxide and their interface. The atomic structure is a simulated model.
Doubt: the cutoff is far below the 930 eV that the study's wrapper takes by default for these files, so forces and energies are approximate.
This geometry differs little from another in the collection (a relaxation step or a small displacement).

Settings
functional: PBE
potential files: Ansatz PAW
basis: plane waves
wave-function cutoff: 580 eV
density cutoff ratio: 5
exchange-correlation grid ratio: 1
k mesh: 1 x 1 x 1, Gamma-centred
self-consistency stop: 5e-08 eV per atom in the density residual
occupations: fixed
spin: none
net charge: 0

Cell vectors (angstrom)
a 11.6015 0 0
b 0 13.3963 0
c 0 0 40.4805

Atoms and the computed forces on them: element, x, y, z (angstrom), force x, y, z (eV/angstrom)
Si 0 2.2327 1.1851 -0.0042 0.0289 0.0233
Si 3.8672 2.2327 1.1851 0.0063 0.0003 0.0336
Si 7.7343 2.2327 1.1851 0.0147 0.0393 -0.0405
Si 1.9336 5.5818 1.1851 0.0123 0.0121 -0.0012
Si 5.8008 5.5818 1.1851 0.033 -0.0066 0.0396
Si 9.6679 5.5818 1.1851 0.0238 0.0124 -0.0024
Si 0 8.9308 1.1851 -0.0058 -0.0106 -0.0193
Si 3.8672 8.9308 1.1851 0.0209 -0.0543 -0.0238
Si 7.7343 8.9308 1.1851 -0.0013 -0.036 -0.0043
Si 1.9336 12.2799 1.1851 -0.0318 -0.0097 -0.0123
Si 5.8008 12.2799 1.1851 0.0478 0.0223 -0.0177
Si 9.6679 12.2799 1.1851 0.003 0.0387 0.0682
Si 1.9336 1.1164 1.9745 0.0385 -0.0241 -0.0194
Si 5.8008 1.1164 1.9745 -0.0335 -0.0799 -0.0181
Si 9.6679 1.1164 1.9745 -0.0652 -0.0428 0.0083
Si 0 4.4654 1.9745 -0.0473 -0.0409 0.0013
Si 3.8672 4.4654 1.9745 -0.1038 0.0154 -0.0279
Si 7.7343 4.4654 1.9745 -0.0872 -0.139 -0.0084
Si 1.9336 7.8145 1.9745 0.0206 0.0427 -0.0094
Si 5.8008 7.8145 1.9745 -0.1083 0.1487 0.006
Si 9.6679 7.8145 1.9745 0.076 0.021 -0.0027
Si 0 11.1635 1.9745 0.2118 0.0312 -0.0146
Si 3.8672 11.1635 1.9745 -0.0477 -0.031 -0.07
Si 7.7343 11.1635 1.9745 -0.205 0.0275 -0.0087
Si 1.9336 1.1164 4.3426 0.0259 -0.0825 0.3133
Si 5.8008 1.1164 4.3426 -0.1063 -0.1996 0.2064
Si 9.6679 1.1164 4.3426 -0.1811 -0.0372 -0.0953
Si 0 4.4654 4.3426 -0.1534 -0.0954 -0.1644
Si 3.8672 4.4654 4.3426 -0.2748 -0.0467 0.1563
Si 7.7343 4.4654 4.3426 -0.2112 -0.3303 -0.4801
Si 1.9336 7.8145 4.3426 0.036 0.0773 -0.0332
Si 5.8008 7.8145 4.3426 -0.2986 0.3271 -0.2336
Si 9.6679 7.8145 4.3426 0.2457 0.0494 -0.5661
Si 0 11.1635 4.3426 0.5566 0.1456 0.0148
Si 3.8672 11.1635 4.3426 -0.1485 -0.1209 0.6584
Si 7.7343 11.1635 4.3426 -0.5142 0.1785 -0.142
Si 0 0 36.1399 -0.0503 0.1451 -0.0627
Si 3.8672 0 36.1399 0.186 0.0793 -0.0564
Si 7.7343 0 36.1399 0.1401 0.0551 -0.1044
Si 1.9336 3.3491 36.1399 0.0275 0.1517 0.1859
Si 5.8008 3.3491 36.1399 0.0568 -0.0109 -0.0382
Si 9.6679 3.3491 36.1399 0.0121 -0.0678 0.0262
Si 0 6.6981 36.1399 0.1088 0.1599 -0.0216
Si 3.8672 6.6981 36.1399 -0.0053 -0.1598 -0.2276
Si 7.7343 6.6981 36.1399 0.1191 -0.0486 -0.0344
Si 1.9336 10.0472 36.1399 0.1658 -0.1081 -0.0917
Si 5.8008 10.0472 36.1399 0.2482 0.0832 0.1601
Si 9.6679 10.0472 36.1399 -0.2704 -0.0855 0.2325
Si 0 0 38.508 -0.0186 0.0531 0.0221
Si 3.8672 0 38.508 0.0611 0.0011 -0.012
Si 7.7343 0 38.508 0.0401 0.0396 0.0164
Si 1.9336 3.3491 38.508 0.0094 0.0694 0.0045
Si 5.8008 3.3491 38.508 0.0207 -0.0039 0.0048
Si 9.6679 3.3491 38.508 0.0004 -0.0215 0.0064
Si 0 6.6981 38.508 0.0473 0.0765 0.0122
Si 3.8672 6.6981 38.508 -0.0157 -0.0549 0.0176
Si 7.7343 6.6981 38.508 0.0523 -0.0099 0.0117
Si 1.9336 10.0472 38.508 0.0627 -0.0544 -0.006
Si 5.8008 10.0472 38.508 0.0873 0.0194 -0.0048
Si 9.6679 10.0472 38.508 -0.0933 -0.0513 -0.0021
Si 0 2.2327 39.2974 0.0072 -0.0167 0.004
Si 3.8672 2.2327 39.2974 -0.0097 0.0033 -0.0207
Si 7.7343 2.2327 39.2974 -0.0134 -0.029 0.0151
Si 1.9336 5.5818 39.2974 -0.0147 -0.0186 0.0201
Si 5.8008 5.5818 39.2974 -0.0212 0.0042 -0.0212
Si 9.6679 5.5818 39.2974 -0.0262 -0.0103 -0.0118
Si 0 8.9308 39.2974 0.0009 0.0068 0.0009
Si 3.8672 8.9308 39.2974 -0.0181 0.059 -0.0249
Si 7.7343 8.9308 39.2974 0.0033 0.0339 0.0539
Si 1.9336 12.2799 39.2974 0.0334 0.0109 -0.0466
Si 5.8008 12.2799 39.2974 -0.0546 -0.0224 0.001
Si 9.6679 12.2799 39.2974 -0.008 -0.0447 -0.0195
Si -3.5995 0.1087 28.9096 0.0053 -0.0113 0.0171
Si 4.616 4.1922 27.1287 -0.0158 -0.003 -0.0086
Si 13.3082 -2.4641 27.276 -0.0257 0.0257 -0.0185
Si 1.8408 -1.1146 30.345 -0.0713 -0.0309 -0.0562
Si 1.9242 0.9588 29.252 -0.0251 0.0736 -0.1206
Si 11.7025 2.3271 32.2165 -0.0048 0.0008 0.0054
Si -5.7263 12.7147 29.7089 0.016 0.0055 -0.0104
Si 7.8079 9.0661 29.8472 -0.0233 -0.008 0.0011
Si 13.2271 5.0614 29.9135 -0.0124 -0.0025 0.0077
Si 7.6797 6.8003 29.0441 0.0124 0.0078 0.0049
Si 0.7917 6.2137 26.9908 0.0077 0.0088 -0.0189
Si 5.8972 5.5825 29.9703 -0.0108 0.0014 -0.0101
Si 5.4315 5.8388 25.558 -0.0242 -0.0063 -0.0047
Si 7.9788 2.3737 29.5899 -0.0106 0.0012 0.0034
Si 3.7065 7.8484 23.9972 0.0002 0.001 -0.0274
Si -2.5073 10.4939 26.7714 -0.0018 -0.0047 0.0014
Si 0.0751 8.9378 32.189 0.0036 -0.0065 0.0126
Si 4.7727 10.2184 18.9457 -0.0293 -0.0208 0.0165
Si -1.9241 5.7474 29.7479 -0.0058 -0.0127 -0.0036
Si 7.8012 8.9795 32.2041 0.0053 -0.0036 -0.0015
Si 9.9607 3.5338 28.9342 0.0021 0.0121 0.0089
Si -0.1098 14.9706 26.1054 -0.0047 -0.0053 -0.0145
Si 10.544 17.0826 26.6322 -0.008 -0.0153 -0.0355
Si 10.917 14.9163 23.2587 0.0083 0.0166 -0.0064
Si -4.8135 -3.6305 26.6126 0.01 0.0017 -0.0008
Si 3.9617 2.0886 32.0451 0.0185 0.0199 0.0257
Si 7.8245 2.2829 32.0369 0.0004 -0.002 0.0026
Si 2.0156 5.5371 32.188 0.0049 0.0028 0.0045
Si 6.4722 7.3903 27.0624 -0.0109 0.0088 0.0036
Si 9.6931 5.6233 32.1448 0.0071 0.0013 0.0038
Si 0.2509 9.0208 29.8318 -0.0024 -0.0018 -0.0175
Si 6.0018 10.4056 28.8634 -0.0017 -0.0041 0.0193
Si 2.2903 10.2119 29.3535 0.0347 -0.0509 -0.001
Si 1.9588 12.2689 32.5932 0.0168 0.0087 0.035
Si 5.9129 12.3466 32.1005 0.0076 -0.0032 -0.0019
Si 9.8063 12.3113 32.159 -0.0014 0.0013 0.0068
Si 2.0042 1.1694 33.0368 -0.0006 0.003 0.0149
Si 5.9204 1.1412 32.9511 -0.0043 0.0017 0.0213
Si 9.744 1.1707 32.9086 0.0026 -0.0056 0.0057
Si 0.0324 4.5354 33.0247 0.0027 -0.0065 0.0076
Si 3.9221 4.3587 32.9273 -0.0048 -0.0038 0.0074
Si 7.7908 4.4703 32.9642 -0.0011 -0.0022 0.0068
Si 2.0397 7.8119 32.9076 0.0022 0.0065 0.0088
Si 5.8807 7.8427 33.0341 0.0005 -0.0038 -0.0024
Si 9.7236 7.836 32.9624 -0.0062 -0.0042 0.0111
Si 0.0182 11.1131 33.1034 -0.0118 0.0008 -0.0022
Si 4.0032 11.1937 33.0011 0.0002 -0.0053 0.0144
Si 7.8203 11.2204 32.9375 -0.005 0.001 0.0121
Si 1.9443 1.1357 35.3819 0.0015 -0.0029 0.0056
Si 5.8173 1.1234 35.335 0.0039 0.0007 -0.0024
Si 9.673 1.1236 35.3112 -0.0006 0 0.0015
Si -0.004 4.478 35.3767 0.0012 0.0012 0.0017
Si 3.8707 4.4385 35.3171 -0.0007 0.0094 0.0029
Si 7.7431 4.4581 35.3417 0.0016 0.0003 0.0031
Si 1.9473 7.8122 35.3104 0.0008 0.002 0.0004
Si 5.808 7.8195 35.3807 0.001 0.0007 0.0039
Si 9.6746 7.818 35.3396 0.002 -0.0003 0.0049
Si -0.0153 11.1524 35.4234 0.004 0.0003 0.0046
Si 3.8922 11.1631 35.3608 0.0065 -0.0009 0.0022
Si 7.7426 11.1775 35.3255 0.0014 -0.0041 0.0025
Si -0.0177 0.0159 5.1447 0.0017 -0.0027 -0.0034
Si 3.8642 -0.0097 5.2155 -0.0054 0.0006 0.0054
Si 7.7337 -0.0051 5.1633 -0.0015 0.004 0.0015
Si 1.8955 3.3397 5.1629 0.0008 -0.0012 -0.004
Si 5.7778 3.3382 5.1167 0.0049 -0.0022 -0.004
Si 9.6444 3.3484 5.0999 0.0061 -0.0022 -0.0096
Si 0.0015 6.6917 5.0905 -0.0032 0.0026 -0.0022
Si 3.872 6.7031 5.1263 -0.003 -0.002 -0.0035
Si 7.731 6.6969 4.95 0.0043 0.0021 -0.0069
Si 1.9283 10.0061 5.2389 -0.0005 0.006 -0.0007
Si 5.7924 10.0473 5.2087 -0.0005 -0.003 0.0026
Si 9.6661 10.0787 4.9734 0.0015 -0.0102 -0.0053
Si -0.1393 0.0146 7.5174 0.0028 -0.0023 0.0018
Si 3.7667 -0.047 7.6645 0.0145 -0.0043 0.0127
Si 7.6527 -0.0401 7.5587 -0.0064 -0.0046 0.0044
Si 1.674 3.3485 7.5457 0.0193 -0.0041 0.0009
Si 5.5873 3.2955 7.465 0.0016 0.0032 0.0058
Si 9.4108 3.3073 7.4353 -0.0002 -0.0105 0.0129
Si -0.0658 6.6745 7.4225 0.0115 -0.0061 -0.0086
Si 3.8688 6.6786 7.4904 0.0006 0.0108 -0.004
Si 7.7185 6.6809 7.2129 0.0002 0.0011 0.0076
Si 1.8373 9.9055 7.7128 0.018 -0.0036 0.012
Si 5.7287 10.0255 7.651 -0.0073 0.0029 0.0139
Si 9.6026 10.1199 7.2508 0.0001 -0.0042 0.0129
Si -0.3374 2.2467 8.4023 0.0015 0.009 0.0057
Si 3.6143 2.247 8.3263 -0.0025 0.0044 0.007
Si 5.1913 7.7732 14.4183 -0.004 -0.0078 0.0005
Si 1.8946 5.6184 8.2138 -0.0063 -0.0079 0.0023
Si 5.8538 5.5513 8.0995 -0.0065 -0.0065 -0.0051
Si 9.5717 5.5582 8.1129 -0.0114 0.007 0.0005
Si 0.9382 11.9215 10.4481 0.0064 0.005 -0.0064
Si 3.8903 8.785 8.5605 -0.009 0.0118 -0.0381
Si 7.769 8.8856 8.0263 -0.0009 0.0053 -0.0059
Si 1.7517 12.203 8.2824 -0.0114 0.0028 -0.0009
Si 5.769 12.2628 8.4679 -0.0122 0.0017 -0.0225
Si 9.5907 12.2329 8.3667 0.0085 0.0066 -0.0067
Si -2.5226 6.2661 10.3178 -0.0105 -0.0119 -0.0125
Si 3.5931 6.8298 21.0963 -0.0083 0.0043 -0.0055
Si 7.4708 2.1846 8.3032 0.0284 0.0042 -0.0122
Si 7.6763 10.9073 13.6734 -0.0169 0.0151 0.0012
Si 8.7581 2.1799 19.8141 -0.0016 0.0186 0.0217
Si 14.8626 2.6063 10.636 0.026 -0.0008 0.0395
Si 1.7691 15.8609 16.1502 0.0071 0.0166 -0.0044
Si 7.7439 2.6791 10.6153 0.0025 0.0057 0.0484
Si 5.5004 12.214 11.6643 -0.0023 0.0069 0.0177
Si 0.548 18.0929 16.7669 0.0096 -0.0125 0.0049
Si 9.3697 8.4949 9.7077 -0.0138 0.0088 -0.0059
Si 12.5144 13.5305 21.1478 0.0096 0.0003 0.0151
Si 5.4783 1.8146 12.4986 -0.0392 -0.0031 0.0286
Si 10.6289 4.8553 11.4305 -0.0078 0.0118 0.0173
Si 5.8751 -0.0371 15.7962 -0.0028 0.0222 -0.0276
Si -3.048 0.1471 14.447 -0.0182 0.0028 0.0119
Si 4.3688 7.3641 11.3922 -0.0099 0.0055 0.0221
Si 7.3512 -0.2165 21.2536 0.0067 0.0061 0.0019
Si 7.8347 6.7752 15.5409 0.0011 -0.0102 0.0054
Si 0.8521 7.9263 16.8946 -0.0351 -0.0065 -0.0128
Si 10.2207 2.6406 10.6082 -0.0011 -0.0088 -0.0294
Si -1.1533 5.6424 14.3375 0.021 0.0005 0.0163
Si 1.5435 13.5793 11.935 0.0133 0.0083 0.0072
Si 5.6505 10.3274 15.9311 0.006 0.0112 -0.0012
O 14.3146 -5.3975 20.4339 0.0014 0.0053 0.0006
O 13.0088 -3.8498 26.4456 -0.0021 -0.0222 0.0092
O 4.5106 5.2331 17.5189 0.0136 0.0012 -0.0019
O 20.4555 -14.8248 14.1115 0.0044 -0.0009 -0.0085
O -6.961 2.7961 11.4847 -0.0122 -0.0074 -0.0293
O 4.778 9.1422 15.2249 0.0032 0.0029 0.0008
O 4.7342 6.3522 20.0088 0.0091 -0.0035 0.0098
O 15.828 -4.8943 10.2001 0.0108 -0.019 0.0299
O 47.4617 0.9688 15.7603 -0.0063 -0.0129 0.0022
O -11.3962 -8.6542 26.5145 0.0214 0.014 0.013
O 20.5856 12.4603 18.0801 0.0042 -0.0036 0.0084
O 21.2381 -12.8196 23.1712 -0.0185 -0.0207 0.0179
O 30.9472 3.2204 23.7552 -0.002 0.0067 0.0032
O 9.3893 4.2099 25.5504 -0.002 0.0052 -0.0067
O 26.8863 0.5956 25.3996 -0.0027 0.0011 0.0105
O -8.9771 12.2779 23.6683 -0.0046 -0.0044 0.0164
O 28.7954 9.8928 17.5277 0.0059 0.0031 -0.0035
O 16.4237 -1.5347 18.9259 0.0034 -0.0003 -0.0022
O 6.9044 0.2907 14.5321 0.0082 -0.003 0.0069
O 3.6469 1.1102 22.4701 0.0033 0.0039 -0.0015
O 13.9625 -11.9503 11.3388 -0.0004 -0.009 -0.0054
O 4.6117 -5.4362 12.9 0.007 0.0001 0.0101
O 14.3355 11.7655 26.3126 0.0174 0.008 -0.0041
O 30.242 -24.9317 11.8976 0.0099 0.0021 -0.0005
Si 6.3529 17.3571 23.2874 0.0037 -0.0139 -0.0107
Si 33.0578 12.2664 29.7794 0.0216 0.005 -0.0257
Si 8.3629 0.3893 17.3626 0.0065 0.0071 -0.0017
Si 9.8421 10.0421 24.5535 0.0082 0.0095 -0.0008
Si 14.4154 11.127 12.3989 0.0099 -0.0049 -0.0126
Si 21.0283 8.8104 21.948 0.0087 0.0067 -0.0133
Si 9.9727 -4.7778 16.4097 0.0454 -0.01 0.0245
Si 11.3073 8.8597 8.2343 0.0092 0.0049 0.0162
Si 14.3493 3.9656 21.0135 0.0034 -0.0087 0.0053
Si 5.8134 3.3726 29.0239 0.0022 -0.0036 0.0075
Si 1.7245 -16.7292 14.8316 -0.02 -0.0081 -0.0107
Si 20.6062 -0.4477 26.8058 0.0109 -0.0077 -0.0003
Si 15.1075 -0.9739 25.0483 0.0055 -0.0123 -0.0172
Si -1.3788 11.4555 17.7488 -0.0017 -0.0202 0.0038
Si 35.7517 8.678 25.1503 0.0213 0.0127 -0.0124
Si -9.2411 0.8146 18.5709 0.0075 0.0134 -0.0029
Si 24.355 12.8143 16.3718 0.0073 0.0101 0.005
Si 21.7709 -1.3429 10.7129 0.0162 0.0007 0.0019
Si 20.8014 -9.4326 23.9429 0.0033 -0.0019 0.0083
Si 23.5145 -0.8213 28.5713 0.0521 0.0353 0.1175
Si 8.6269 -0.4603 23.8607 0.0039 0.0109 -0.0297
Si 1.9664 5.4972 10.5468 0.0136 0.0126 0.0317
Si 28.0634 -8.4183 19.0992 -0.0046 -0.0033 -0.0123
Si 25.6277 22.6299 19.4188 0.0244 0.0129 -0.0053
Si 2.8757 -0.3222 22.2555 -0.0102 0.007 -0.0112
Si 17.432 5.5957 32.2908 0.0077 0 -0.0055
Si -0.0525 10.7552 20.5454 0.0165 0.0056 0.0057
Si 28.5038 5.282 16.0773 -0.013 -0.0235 0.0222
Si 10.9554 8.553 13.7339 0.0244 0.0091 0.0189
Si 15.9092 1.4644 29.6895 -0.0046 -0.0161 -0.0017
Si 9.8166 10.0084 28.9986 -0.0057 0.004 0.0191
Si -2.0917 23.2455 11.5271 0.0164 -0.0049 0.0106
Si 19.0161 4.1149 20.3356 0.0029 -0.017 -0.0096
Si 17.285 10.3016 24.4647 0.0016 0.0164 -0.018
Si 16.241 -13.7876 20.0558 -0.0075 0.0063 0.0023
Si 27.4658 22.4896 29.8048 0.0228 -0.018 -0.0186
Si 14.4557 1.9726 25.6577 0.0095 -0.0127 -0.0473
Si 26.7112 16.0723 22.908 -0.0021 -0.0008 -0.0066
Si 27.2118 8.9681 32.1734 -0.003 0.002 0.0065
Si 16.2184 7.08 28.6524 -0.0019 0.0187 0.0213
Si 10.3437 14.1717 12.0463 -0.022 -0.0145 0.0065
Si 18.4059 10.1903 21.347 -0.0051 0.001 -0.0124
Si 26.1247 5.6372 27.985 0.02 -0.0027 -0.0105
Si 12.1031 2.8592 29.9352 0.0128 -0.0273 0.009
Si 23.298 6.7283 29.1633 -0.0079 -0.0004 0.014
Si 6.781 19.0534 10.2556 0.0177 0.0252 0.005
Si 11.4492 17.2874 19.8447 0.0065 -0.0048 -0.0117
Si 16.1501 15.8598 14.7632 0.0138 -0.0052 -0.0333
Si 9.6674 5.7574 21.4746 0.0098 -0.0111 -0.0106
O 13.2993 -1.8456 15.4979 0.0031 -0.0218 -0.0113
O 16.1351 9.1504 24.4845 0.0007 -0.0011 0.011
O 28.8167 23.1265 20.2974 0.0149 0.0026 0.0059
O 8.8809 6.018 14.5451 0.003 0.0018 0.0056
O 11.752 1.0692 24.568 0.0062 0.0039 0.0119
O 33.7039 0.3916 26.7658 0.0037 -0.0008 0.0146
O 29.2591 12.3299 10.1271 0.0027 -0.0074 0.0226
O 14.4736 23.5182 13.6724 -0.0175 -0.0101 0.0235
O 18.4322 7.6246 14.5457 -0.0023 0.0023 -0.0009
O 29.1828 0.3596 20.5891 0.0125 -0.0016 0.0026
O 3.8939 -10.5353 26.4919 0.0139 0.0237 0.0197
O 11.0192 5.1009 20.8537 -0.0056 0.0046 0.0118
O 3.9194 -1.1722 21.3127 0.0078 -0.0013 -0.0045
O 6.5774 -1.7633 12.7185 0.0058 -0.0063 0.0029
O -2.3183 5.3006 23.0101 0.0035 -0.0007 0.0042
O 38.6409 30.6856 19.7744 0.0072 -0.0047 0.0033
O -7.4159 7.4238 22.4949 0.0035 0.0002 0.0228
O 6.3834 57.9765 19.1025 0.0012 0.004 0.001
O 20.9919 -1.914 23.8582 0.0024 -0.0025 0.0049
O -6.8336 1.1456 15.7414 0.0127 -0.0116 0.0084
O 18.6797 37.1464 15.0993 -0.0009 -0.0115 0.0063
O 5.6988 -6.9652 11.2144 -0.0017 -0.0107 -0.0074
O 10.5284 4.6419 13.063 -0.0002 -0.006 -0.0166
O 12.0465 -21.1452 11.1339 0.0056 0.0018 -0.0047
O 2.4165 3.9704 10.8851 -0.006 0.006 -0.0109
O 9.6866 23.5066 17.0041 -0.0036 0.0183 0.0064
O 10.6254 -4.6015 12.1744 0.0018 0.0026 0.0046
O 18.6752 4.1625 10.8736 -0.0026 -0.0136 0.007
O 20.1484 -11.6583 18.247 0.0037 -0.0087 -0.0026
O 1.5079 10.297 20.3022 -0.0077 0.0047 0.0107
O -0.741 -2.5171 19.1009 -0.01 0.0037 -0.0105
O 11.8309 0.7054 12.777 -0.0059 0.001 -0.0066
O -8.6306 -6.8834 11.3604 -0.0082 -0.0141 -0.0186
O 39.7757 -1.6426 24.7842 0 -0.0026 0.0182
O 8.5112 0.8079 20.7096 0.0002 -0.0004 0.0009
O -22.9656 28.1711 21.9559 0.0122 -0.0114 -0.0052
O 18.4692 19.1003 16.3196 0.0094 0.0108 -0.0073
O 15.8499 -2.2194 11.6387 0.0093 0.002 0.0037
O 26.1165 2.7418 14.9761 -0.0148 0.0032 0.0029
O 9.9221 -6.0558 21.5154 -0.0044 0.0032 0.0085
O -0.6551 18.2354 15.6608 -0.0006 -0.0023 -0.0037
O 20.8777 1.0128 13.2892 -0.0006 0.0027 0.0037
O -5.3711 5.3264 24.1889 0.0092 0.0007 0.0093
O 27.2463 20.0004 25.009 0.0135 -0.0136 0.0323
O 22.9882 6.9834 14.0229 -0.0096 0.0019 -0.0036
O 6.4756 17.5929 21.6841 0.0022 -0.0012 0.013
O 28.3361 11.8916 15.7467 -0.0024 -0.0118 0.007
O 13.2889 24.0487 11.2932 0.0076 0.0003 -0.005
O 34.6406 -3.77 24.4179 0.0007 0.0019 0.0087
O 8.3075 -3.5887 12.657 -0.0129 -0.0093 0.0027
O 37.2589 12.6463 12.9454 -0.013 0.0066 -0.006
O -0.3183 12.3336 16.8841 0.0029 -0.0034 0.0012
O 2.3418 15.5789 17.6808 0.0056 -0.0018 0.0056
O 23.1611 4.3542 18.2717 -0.0012 0.0011 0.0048
O 31.2078 9.0994 21.2077 0.0022 -0.0049 0.0086
O 20.3015 34.3774 16.7105 -0.0051 -0.0008 -0.0017
O -6.3151 17.2136 15.3406 0.0052 0.0075 -0.0006
O 22.034 -23.7347 23.3914 -0.0053 0.0101 0.0006
O 24.5962 21.9795 18.3034 0.0059 0.0046 0.0055
O 11.5317 -1.1655 21.239 0.0082 0.0023 -0.0014
O 36.6387 8.7629 15.8277 0.0098 0.0161 -0.0177
O 31.4277 13.3535 25.3903 -0.0004 0.0015 0.0009
O 39.3766 6.4198 15.1309 0.005 0.0107 -0.0092
O 12.7054 40.8611 19.6107 0.0008 -0.0074 0.0036
O -2.4583 -4.479 23.5686 0.0014 -0.0117 -0.0013
O 21.3415 22.2031 14.784 0.0082 0.0094 -0.0311
O 6.767 0.0877 17.1567 -0.0009 -0.0026 0.0058
O 23.5493 -3.6004 14.0363 0.0183 -0.0118 0.0287
O 9.0892 14.0221 15.9106 0.0038 -0.0005 0.0042
O 14.2483 5.5436 21.4743 0.0038 -0.0004 0.0101
O 33.8513 -3.6044 21.4889 -0.0075 -0.006 0.0126
O 7.4629 11.6061 20.815 0.001 -0.0065 0.0017
O 16.607 27.0587 12.2236 0.0019 0.0042 -0.0047
O 3.741 -12.5937 19.4193 0.0007 -0.0112 0.0068
O 7.3165 -0.2979 22.8962 -0.0013 -0.0023 0.0127
O 12.9259 3.4472 20.3932 -0.001 0.002 0.003
O 0.4123 -6.1471 25.7492 -0.0075 -0.013 0.0125
O -9.4687 8.2913 24.089 -0.0057 -0.0027 0.0198
O 14.111 29.5194 24.2289 -0.0087 0.0053 0.0177
O 24.3503 6.2784 16.8625 0.0034 0.0045 -0.0043
O 24.6932 -25.076 26.5583 -0.0064 -0.0032 0.0385
O 41.1188 -16.4912 22.9257 0.0089 -0.0072 -0.0026
O -26.3467 45.5635 20.4467 0.006 0.0047 0.007
O 21.9183 2.704 19.955 0.0029 -0.0035 -0.0014
O 2.2375 -0.4893 17.596 0.0031 -0.0021 0.0021
O 39.8028 16.4874 23.4834 0.009 0.008 0.0071

Results
free energy: -215748.947 eV
free energy less fixed offsets of O -568.88, Si -635.61 eV per atom: 9.863 eV

The program warned: the cutoff lies below the one the program advises for these potential files; the exchange-correlation potential is rough where the density is thin.
